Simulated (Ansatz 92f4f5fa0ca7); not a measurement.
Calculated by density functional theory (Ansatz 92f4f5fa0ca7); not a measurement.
Periodic cell of 223 atoms, Si133O90, from a study of silicon, its oxide and their interface. The atomic structure is a simulated model.
Doubt: the cutoff is far below the 930 eV that the study's wrapper takes by default for these files, so forces and energies are approximate.
This geometry differs little from another in the collection (a relaxation step or a small displacement).

Settings: functional PBE; potential files Ansatz PAW; basis plane waves; wave-function cutoff 580 eV; density cutoff ratio 5; exchange-correlation grid ratio 1; k mesh 1 x 1 x 1, Gamma-centred; self-consistency stop 5e-08 eV per atom in the density residual; occupations fixed; spin none; net charge 0.

Cell vectors (angstrom)
a	10.938	0	0
b	0	10.938	0
c	0	0	32.3486

Atoms and the computed forces on them: element, x, y, z (angstrom), force x, y, z (eV/angstrom)
Si	0.3481	-0.2961	24.7496	-0.0263	0.0588	0.0614
Si	5.2873	0.2995	25.0541	-0.0077	-0.0345	0.0286
Si	3.0843	2.4785	25.0295	-0.0537	0.02	0.2311
Si	7.9411	2.9291	25.0174	0.0377	0.0078	0.1312
Si	-0.2046	5.6604	24.7765	0.02	-0.0187	0.0359
Si	5.758	5.164	24.9025	0.0004	0.0503	0.0352
Si	2.6233	8.4058	24.6526	0.0236	-0.0359	0.0218
Si	8.4972	7.8985	24.8293	-0.0433	0.0462	0.0403
Si	1.4135	1.2894	26.1772	-0.0195	0.0343	-0.013
Si	6.8296	1.4067	26.3906	0.0058	0.0163	0.008
Si	4.189	4.0874	26.2984	-0.0211	-0.024	0.0056
Si	9.6029	4.1157	26.1831	0.0214	-0.0454	-0.0022
Si	1.4173	6.8465	26.056	0.0294	-0.0351	0.0002
Si	6.9007	6.7918	26.1781	-0.0289	0.0296	-0.0049
Si	4.1007	9.5382	26.1536	0.0419	-0.0243	-0.007
Si	9.6588	9.5273	26.1102	-0.0392	0.0194	0.0024
Si	2.7584	-0.0473	27.5775	-0.0304	-0.0018	0.0115
Si	8.2626	-0.0491	27.5484	0.0273	-0.0252	-0.0164
Si	0.026	2.7031	27.5263	0.0018	-0.0062	-0.0176
Si	5.4736	2.7459	27.6967	0.0148	0.0105	-0.025
Si	2.7362	5.4805	27.5262	-0.0218	0.0264	0.001
Si	8.2335	5.447	27.586	0.0006	0.0057	0.0123
Si	0.0499	8.1723	27.5323	0.0009	0.0039	-0.0045
Si	5.4919	8.1773	27.5226	0.0038	-0.0037	-0.0135
Si	4.1018	1.3673	28.9304	-0.2674	-0.2988	0.4648
Si	9.5708	1.3673	28.9304	0.1557	-0.091	-0.1528
Si	1.3673	4.1018	28.9304	0.0357	-0.0179	-0.3202
Si	6.8362	4.1018	28.9304	0.3525	0.2802	0.6884
Si	4.1018	6.8362	28.9304	0.0073	0.0235	-0.2332
Si	9.5708	6.8362	28.9304	0.2149	0.0361	-0.0179
Si	1.3673	9.5708	28.9304	0.0217	-0.1766	0.0984
Si	6.8362	9.5708	28.9304	0.1102	-0.1596	-0.2537
Si	0	0	30.2976	0.0143	0.0131	-0.0206
Si	5.469	0	30.2976	-0.0413	0.0693	-0.0088
Si	2.7345	2.7345	30.2976	-0.017	-0.0573	0.0059
Si	8.2035	2.7345	30.2976	-0.0474	0.086	0.004
Si	0	5.469	30.2976	-0.058	0.0347	-0.0122
Si	5.469	5.469	30.2976	0.0702	0.0201	0.0032
Si	2.7345	8.2035	30.2976	-0.0346	0.0571	-0.015
Si	8.2035	8.2035	30.2976	0.0004	0.0118	-0.0163
Si	1.3673	1.3673	31.6649	-0.0246	-0.0005	-0.0007
Si	6.8362	1.3673	31.6649	0.044	-0.0651	-0.0171
Si	4.1018	4.1018	31.6649	0.0204	0.0043	-0.0201
Si	9.5708	4.1018	31.6649	0.0356	-0.0499	-0.0146
Si	1.3673	6.8362	31.6649	0.0911	-0.0314	-0.0269
Si	6.8362	6.8362	31.6649	-0.0199	-0.008	-0.0088
Si	4.1018	9.5708	31.6649	0.0029	-0.0483	-0.0228
Si	9.5708	9.5708	31.6649	-0.0151	0.0231	-0.0152
Si	2.7345	0	0.6835	0.0599	-0.0069	-0.0156
Si	8.2035	0	0.6835	-0.0556	0.0508	0.0055
Si	0	2.7345	0.6835	-0.0193	0.023	0.0506
Si	5.469	2.7345	0.6835	-0.0425	0.0443	0.0396
Si	2.7345	5.469	0.6835	-0.0926	0.0386	-0.0006
Si	8.2035	5.469	0.6835	0.0096	-0.0132	-0.0196
Si	0	8.2035	0.6835	-0.0218	0.007	0.0317
Si	5.469	8.2035	0.6835	0.0283	0.0229	0.0448
Si	4.1018	1.3673	2.0507	-0.1161	-0.1458	0.0201
Si	9.5708	1.3673	2.0507	-0.0194	-0.1451	-0.0166
Si	1.3673	4.1018	2.0507	0.1505	0.041	-0.0118
Si	6.8362	4.1018	2.0507	0.0602	0.0597	0.0255
Si	4.1018	6.8362	2.0507	-0.0276	-0.0644	0.0122
Si	9.5708	6.8362	2.0507	-0.1298	-0.1035	0.0093
Si	1.3673	9.5708	2.0507	0.0695	0.0763	0.0047
Si	6.8362	9.5708	2.0507	0.1002	0.0377	0.0087
Si	0	0	3.418	-0.0435	0.2946	-0.3881
Si	5.469	0	3.418	0.0707	0.1829	0.0147
Si	2.7345	2.7345	3.418	-0.2556	0.1305	-0.1338
Si	8.2035	2.7345	3.418	-0.1078	0.0982	0.3775
Si	0	5.469	3.418	-0.1808	-0.203	0.146
Si	5.469	5.469	3.418	-0.0056	-0.0742	0.1306
Si	2.7345	8.2035	3.418	0.0569	0.0326	0.0241
Si	8.2035	8.2035	3.418	-0.0694	-0.0313	-0.2973
Si	1.2177	1.4991	4.7665	0.0125	0.0102	0.0079
Si	6.8016	1.3896	4.8282	0	0.009	-0.0231
Si	4.1352	4.0301	4.7925	0.0136	-0.0242	-0.0208
Si	9.5409	4.1113	4.8535	-0.0244	0.0069	-0.0135
Si	1.3688	6.8193	4.7668	-0.0182	-0.0015	-0.0193
Si	6.7897	6.8996	4.7822	-0.0204	0.0331	-0.0276
Si	4.0771	9.6197	4.7752	-0.0201	-0.0023	-0.0208
Si	9.6073	9.548	4.7208	0.0321	-0.0512	-0.0214
Si	2.6647	0.1467	5.9627	0.0184	-0.0114	0.009
Si	8.1882	-0.0784	6.0312	-0.0462	0.0227	0.0556
Si	-0.1794	2.7136	6.3818	0.003	0.0239	0.0012
Si	5.4391	2.6894	6.3353	0.0067	-0.0217	0.0026
Si	2.6709	5.3555	6.0612	-0.0383	0.024	0.0117
Si	8.1591	5.5375	6.1452	0.0301	-0.0379	0.0066
Si	0.0397	8.2184	6.1176	0.0408	0.0682	0.0425
Si	5.387	8.2521	6.1924	0.0315	0.0185	0.0397
Si	3.678	1.551	7.5558	0.0258	-0.0029	-0.0449
Si	9.6157	0.8903	7.6156	0.0048	-0.0127	-0.0408
Si	1.5294	3.8944	7.5515	-0.0119	0.0259	0.0177
Si	6.5328	4.465	7.4793	0.0364	-0.0151	-0.0279
Si	4.1812	6.5825	7.3286	0.0077	0.0363	-0.029
Si	9.365	7.1399	7.4212	0.0277	0.0007	-0.0075
Si	1.1955	9.909	7.302	-0.0217	-0.1694	-0.1375
Si	7.0805	9.3607	7.4438	-0.0799	-0.0572	-0.0876
O	9.597	6.7737	24.2889	0.0244	0.0133	-0.0343
O	4.1757	1.3762	24.4486	0.0716	-0.063	-0.0545
O	8.1967	8.2132	7.8865	-0.0037	0.0117	0.0183
O	2.6539	2.7714	8.0288	-0.0208	0.0051	0.0133
O	6.8627	4.0295	24.4049	-0.0254	0.0123	-0.0394
O	1.4781	9.539	24.205	-0.0002	-0.0382	-0.0312
O	5.36	5.5583	7.8471	-0.0114	0.0022	0.0185
O	0.0021	-0.0477	7.8511	-0.0365	0.0667	0.0377
O	7.1323	4.0835	8.9521	0.0166	-0.0094	0.0589
O	6.707	10.2102	8.8275	0.025	0.0358	0.0423
O	10.163	6.666	8.786	0.0105	-0.0119	0.0099
O	2.0841	9.5607	8.633	0.0402	0.012	0.069
O	3.9133	0.6216	8.9223	-0.0044	-0.0248	0.0284
O	1.0499	4.6989	8.9235	-0.0022	-0.004	-0.0002
O	8.8688	0.7889	9.1145	-0.0062	0.0126	0.0094
O	3.361	7.1123	8.6397	-0.0089	0.0212	0.0481
O	7.7711	8.5325	23.4892	-0.026	0.0244	-0.0368
O	8.552	2.0454	23.7955	0.0138	-0.0254	-0.0814
O	5.0842	5.7753	23.539	-0.0125	0.0069	-0.0381
O	2.4822	3.3147	23.7778	0.0109	-0.029	-0.0803
O	10.6299	0.4219	23.4105	-0.0062	0.0037	-0.023
O	0.4157	4.9457	23.4121	-0.0108	0.013	-0.0026
O	3.3807	7.7913	23.2857	0.019	-0.012	-0.029
O	6.1718	10.6674	23.8134	0.029	-0.0319	-0.0625
Si	9.5606	2.5502	19.9551	-0.0045	-0.0038	0.0098
Si	5.5931	6.6996	19.6436	-0.0102	0.0013	0.0042
Si	8.003	3.4099	14.5614	-0.031	0.0395	-0.0068
Si	13.3231	3.2331	13.3579	-0.0058	0.0053	0.0075
Si	4.6698	1.4313	13.5989	-0.0091	-0.0113	0.0024
Si	5.0289	7.2176	14.3189	-0.005	-0.0045	0.012
Si	4.0155	5.4697	12.271	-0.0039	0.0161	0.0078
Si	4.0115	6.4519	22.5196	-0.0168	0.011	0.0032
Si	9.6949	10.8656	14.3954	-1.126	-0.1732	-0.6037
Si	6.8293	5.5321	12.6406	0.0042	0.0229	-0.0041
Si	7.3141	1.9138	12.1818	-0.0161	-0.0037	-0.0123
Si	3.3225	13.5088	17.8423	0.0128	0.0071	0.0101
Si	7.993	4.3695	10.2935	0.0092	0.014	-0.0449
Si	9.1913	7.805	14.6563	0.0822	0.1025	0.105
Si	7.5642	0.5116	18.4877	-0.0137	-0.0103	0.0095
Si	9.7868	5.1787	16.2683	0.0119	0.0643	-0.0039
Si	7.7152	9.6919	16.3036	0.0185	-0.0699	0.019
Si	2.1942	11.3489	12.4107	0.0192	-0.0656	0.039
Si	8.0021	15.8634	18.7914	-0.0041	0.0209	0.0013
Si	12.4981	13.4662	20.0925	0.0165	0.0147	-0.0243
Si	-1.644	1.0828	22.7303	-0.0051	-0.0556	0.0112
Si	4.9477	10.034	15.4032	-0.0034	-0.0053	0.0186
Si	2.8595	10.9361	19.2429	0.0157	-0.0182	-0.0029
Si	5.5713	9.6673	20.1106	0.0099	-0.0292	0.0189
Si	10.7508	5.4398	9.6903	0.0052	0.0197	0.0065
Si	7.1049	9.8452	22.7844	-0.0037	-0.0007	0.0183
Si	6.2893	13.8312	17.0195	-0.0059	0.0046	0.0119
Si	-3.1271	-0.1977	9.9306	-0.0017	-0.0142	-0.0015
Si	1.7509	4.2687	16.0934	0.0048	0.0284	0.0093
Si	-1.6996	9.1475	11.9822	0.05	-0.0387	0.0263
Si	1.025	8.9283	14.2525	-0.1754	-0.1091	0.019
Si	3.4914	7.6285	10.171	-0.0153	0.011	-0.0222
Si	1.749	4.2839	22.7237	-0.0127	0.1355	0.015
Si	2.5567	9.146	16.9598	-0.0046	-0.0613	-0.0409
Si	14.0123	10.3538	9.6695	0.0134	-0.01	-0.0106
Si	3.9997	6.4022	17.0661	-0.0042	0.0282	0.0139
Si	11.6783	-3.4878	11.7155	-0.0179	0.0169	0.0286
O	5.0971	6.6849	15.8681	-0.0055	-0.0031	-0.0008
O	3.7142	2.6421	14.1233	-0.0001	0.0038	-0.0097
O	6.651	3.1948	15.4595	0.0083	-0.0019	-0.009
O	3.991	10.1095	20.0919	-0.0111	0.011	0.0014
O	4.2552	6.4342	10.9685	0.0119	-0.0141	0.0064
O	1.3702	3.3307	21.4816	-0.0524	-0.0638	-0.1107
O	4.1017	9.1633	10.1982	-0.0033	-0.0133	-0.0011
O	-3.3873	-5.2298	11.1651	-0.0063	-0.0005	0.0071
O	10.6424	-2.3039	11.356	-0.0004	-0.0163	-0.0145
O	9.2091	3.8064	15.5841	-0.0018	-0.0354	-0.0121
O	5.4402	4.7012	12.4255	0.0071	-0.0177	-0.0038
O	3.5636	10.1744	16.214	-0.009	-0.015	0.0019
O	6.3887	6.8902	13.4594	-0.0034	0.0055	0.0014
O	10.3157	9.1321	14.6867	0.2671	-0.3658	0.1039
O	6.1056	9.6409	16.4611	-0.0167	0.001	-0.0163
O	9.8068	6.3897	15.1261	-0.0036	-0.0801	0.0244
O	13.7701	4.3449	12.2071	-0.0091	-0.019	-0.0028
O	6.7526	1.3805	17.3762	0.0016	0.0081	-0.0056
O	1.578	8.6648	15.7392	0.0283	0.0598	0.0855
O	1.9722	9.904	18.2935	-0.0093	0.0041	0.0053
O	14.184	7.7835	17.484	-0.0183	0.017	-0.029
O	4.7075	14.0838	17.2469	-0.0003	-0.0012	-0.0048
O	8.6802	12.3793	19.175	-0.0005	-0.0019	-0.0052
O	5.7877	2.0823	12.6607	-0.0045	-0.0074	0.0004
O	8.2206	2.1024	13.5666	0.0406	-0.0089	0.0293
O	2.7532	5.46	22.2263	0.0122	0.0211	0.004
O	8.8902	14.981	19.8524	0.0005	-0.0029	0.0114
O	2.0907	10.9557	10.8343	-0.0096	0.0188	0.0406
O	-3.1073	4.7259	13.618	0.0103	-0.0376	0.0094
O	10.745	11.8317	14.9054	0.6237	0.5088	0.3848
O	7.7904	3.1071	11.2409	-0.0059	-0.0124	0.0087
O	8.7616	7.9691	13.0827	-0.0564	-0.013	-0.0828
O	2.7628	14.1915	19.2382	0.0011	-0.0022	-0.0004
O	12.4795	4.0563	14.4818	-0.0009	-0.003	-0.0012
O	8.2922	10.8257	22.2359	-0.0095	0.0018	0.0029
O	13.0101	7.7917	10.9079	-0.0012	-0.0017	-0.0034
O	12.5741	1.9436	12.653	0.008	0.0158	-0.0063
O	8.2111	10.6663	15.1076	0.2068	0.0338	-0.1139
O	4.7444	16.89	18.4503	-0.0049	0.0002	-0.0086
O	8.2988	10.1791	17.7452	0.0205	0.015	0.017
O	5.3194	11.4901	14.7952	0.0005	0.0017	-0.0154
O	3.7874	0.3763	12.7325	-0.0437	0.0172	-0.0089
O	7.0141	14.8511	18.0268	0.0003	-0.0112	-0.0085
O	-1.5237	10.5637	12.7689	0.0545	0.1019	0.1712
O	9.6969	2.0377	21.4927	0.0186	0.0344	-0.0533
O	5.772	8.2838	19.266	-0.0009	0.0112	0.0052
O	2.9347	5.3219	16.5007	-0.0003	-0.0134	-0.0019
O	-2.5987	-1.5762	10.6525	-0.0138	0.0074	-0.0169
O	6.48	21.8291	19.5561	0.0028	0.0092	-0.0022
O	11.9412	7.5536	13.35	0.0457	-0.0414	-0.0442
O	6.1066	9.3447	21.6129	0.0021	0.0128	-0.0047
O	2.1474	2.8234	16.7415	-0.0136	-0.0065	-0.0095
O	7.0912	16.9392	19.641	0.0082	-0.0104	0.0004
O	7.2509	11.5492	11.2206	-0.0038	0.0128	0.0101
O	8.9528	16.5465	17.6231	-0.0011	-0.0118	-0.0018
O	1.9398	0.9178	20.249	0.0012	-0.0148	0.0154
O	3.7817	-4.4775	13.5668	0.0057	0.0027	-0.0013
O	8.156	8.1807	15.8452	0.0145	0.0132	-0.0263
O	0.2257	5.9926	11.1823	0.005	0.0189	0.0002
O	4.8159	8.8376	14.2863	0.007	0.0041	-0.0058
O	11.0614	13.5552	19.3201	-0.0209	-0.0024	-0.0289
O	4.7948	6.6551	21.0896	0.0094	-0.0051	-0.0105
O	1.5411	10.1675	13.3628	0.0462	0.0677	-0.0698
O	11.3199	4.898	16.7068	0.0024	-0.0159	-0.0054
O	3.6073	1.0153	18.2096	-0.0021	0.0067	-0.0003
O	9.5621	4.3609	9.8813	-0.0134	0.0004	0.0017

Results
free energy: -135732.968 eV
free energy less fixed offsets of O -568.88, Si -635.61 eV per atom: 2.362 eV

The program warned: the cutoff lies below the one the program advises for these potential files; the forces do not sum to zero within the program's tolerance; the exchange-correlation potential is rough where the density is thin.
